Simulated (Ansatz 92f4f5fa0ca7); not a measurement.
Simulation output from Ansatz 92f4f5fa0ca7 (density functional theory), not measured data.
Periodic cell of 221 atoms, Si132O88H1, from a study of silicon, its oxide and their interface. The atomic structure is a simulated model.
Doubt: the cutoff is low for norm-conserving oxygen, so forces and energies are approximate.
Doubt: the program's own warning below bears on the result.
This geometry differs little from another in the collection (a relaxation step or a small displacement).

Settings: functional HSE06; potential files SPMS norm-conserving; basis plane waves; wave-function cutoff 800 eV; density cutoff ratio 4; exchange-correlation grid ratio 1; k mesh 1 x 1 x 1, Gamma-centred; occupations fixed; spin none; net charge +1 e, with a uniform compensating background and no finite-size correction.

Cell vectors (angstrom)
a, 10.938, 0, 0
b, 0, 10.938, 0
c, 0, 0, 32.2149

Atoms: element, x, y, z (angstrom)
Si, -0.2321, 0.2378, 24.668
Si, 5.716, -0.341, 24.7283
Si, 2.511, 2.816, 24.7395
Si, 8.4623, 2.4755, 24.6726
Si, 0.1952, 4.97, 24.6172
Si, 5.2313, 5.8041, 25.0153
Si, 2.9662, 7.9152, 24.7679
Si, 7.9624, 8.3893, 24.7604
Si, 1.3177, 1.3303, 26.0861
Si, 6.8494, 1.3181, 25.9906
Si, 4.0705, 4.0482, 26.0564
Si, 9.5633, 4.0179, 26.0783
Si, 1.2907, 6.7291, 25.924
Si, 6.8335, 6.9312, 26.2369
Si, 4.0963, 9.5235, 26.078
Si, 9.565, 9.5809, 26.0113
Si, 2.7349, -0.0123, 27.4173
Si, 8.2143, -0.0032, 27.423
Si, 0.0033, 2.7154, 27.4735
Si, 5.4906, 2.7099, 27.3928
Si, 2.699, 5.4485, 27.4056
Si, 8.2209, 5.4552, 27.4335
Si, 0.0062, 8.1778, 27.3576
Si, 5.4446, 8.256, 27.5289
Si, 4.1018, 1.3673, 28.7966
Si, 9.5708, 1.3673, 28.7966
Si, 1.3673, 4.1018, 28.7966
Si, 6.8362, 4.1018, 28.7966
Si, 4.1018, 6.8362, 28.7966
Si, 9.5708, 6.8362, 28.7966
Si, 1.3673, 9.5708, 28.7966
Si, 6.8362, 9.5708, 28.7966
Si, 0, 0, 30.1639
Si, 5.469, 0, 30.1639
Si, 2.7345, 2.7345, 30.1639
Si, 8.2035, 2.7345, 30.1639
Si, 0, 5.469, 30.1639
Si, 5.469, 5.469, 30.1639
Si, 2.7345, 8.2035, 30.1639
Si, 8.2035, 8.2035, 30.1639
Si, 1.3673, 1.3673, 31.5311
Si, 6.8362, 1.3673, 31.5311
Si, 4.1018, 4.1018, 31.5311
Si, 9.5708, 4.1018, 31.5311
Si, 1.3673, 6.8362, 31.5311
Si, 6.8362, 6.8362, 31.5311
Si, 4.1018, 9.5708, 31.5311
Si, 9.5708, 9.5708, 31.5311
Si, 2.7345, 0, 0.6835
Si, 8.2035, 0, 0.6835
Si, 0, 2.7345, 0.6835
Si, 5.469, 2.7345, 0.6835
Si, 2.7345, 5.469, 0.6835
Si, 8.2035, 5.469, 0.6835
Si, 0, 8.2035, 0.6835
Si, 5.469, 8.2035, 0.6835
Si, 4.1018, 1.3673, 2.0507
Si, 9.5708, 1.3673, 2.0507
Si, 1.3673, 4.1018, 2.0507
Si, 6.8362, 4.1018, 2.0507
Si, 4.1018, 6.8362, 2.0507
Si, 9.5708, 6.8362, 2.0507
Si, 1.3673, 9.5708, 2.0507
Si, 6.8362, 9.5708, 2.0507
Si, 0, 0, 3.418
Si, 5.469, 0, 3.418
Si, 2.7345, 2.7345, 3.418
Si, 8.2035, 2.7345, 3.418
Si, 0, 5.469, 3.418
Si, 5.469, 5.469, 3.418
Si, 2.7345, 8.2035, 3.418
Si, 8.2035, 8.2035, 3.418
Si, 1.3579, 1.37, 4.8263
Si, 6.8312, 1.3678, 4.8571
Si, 4.1929, 4.0007, 4.6845
Si, 9.5284, 4.114, 4.8038
Si, 1.328, 6.9091, 4.7449
Si, 6.8707, 6.8281, 4.7379
Si, 4.067, 9.6194, 4.8374
Si, 9.57, 9.5859, 4.7946
Si, 2.7204, 0.0474, 6.3355
Si, 8.2301, 0.0093, 6.2258
Si, -0.0708, 2.7364, 6.1662
Si, 5.4397, 2.7175, 6.2749
Si, 2.8532, 5.5012, 5.7854
Si, 8.2072, 5.5192, 6.2016
Si, 0.0191, 8.2769, 6.2197
Si, 5.5342, 8.23, 6.0506
Si, 3.656, 1.8319, 7.6648
Si, 9.8318, 1.0944, 7.6038
Si, 1.5354, 4.1695, 7.0817
Si, 6.593, 4.3625, 7.494
Si, 4.4064, 6.5401, 7.1683
Si, 9.2915, 7.2117, 7.491
Si, 1.1613, 9.7952, 7.6799
Si, 7.0062, 9.3631, 7.4797
O, 1.4516, 3.9702, 24.2298
O, 6.8336, 9.4828, 24.2113
O, 2.5286, 3.0133, 7.6764
O, 8.1257, 8.2649, 7.99
O, 5.4389, 5.4794, 7.9415
O, 0.0239, -0.0066, 8.1595
O, 4.128, 6.8218, 24.296
O, 9.5964, 1.3715, 24.1418
O, 1.8182, 9.1219, 9.0848
O, 1.094, 5.2769, 8.2492
O, 9.0628, 1.7015, 8.9738
O, 6.26, 9.906, 8.8765
O, 3.737, 1.6925, 9.3565
O, 3.4743, 7.2739, 8.2756
O, 7.2096, 3.6855, 8.8998
O, 9.9367, 6.7774, 8.9691
O, 2.98, 1.9736, 23.3726
O, 5.0455, 0.264, 23.3379
O, 7.8956, 3.257, 23.2967
O, 10.3394, 5.0514, 23.1636
O, 8.6695, 7.615, 23.4756
O, 2.4004, 8.6419, 23.4001
O, 6.3184, 5.2828, 23.9004
O, 0.5044, 10.5671, 23.3052
Si, 2.9659, 8.0462, 9.5743
Si, 9.9554, 0.2343, 13.0868
Si, 14.7464, 5.6496, 13.331
Si, 4.4515, 1.6551, 22.7417
Si, 8.5771, 2.343, 20.2407
Si, 10.1904, 4.9458, 21.5426
Si, 1.2108, 9.3158, 22.5267
Si, 13.1043, 4.5841, 20.1899
Si, 1.9647, 5.3763, 11.01
Si, -2.0211, 10.1357, 20.1375
Si, 4.4644, 6.6422, 15.9939
Si, 7.4424, 9.41, 12.7237
Si, 5.6554, 9.5838, 10.3405
Si, 5.4091, 2.9701, 12.6691
Si, 3.1025, 12.5422, 15.9806
Si, 2.6658, 9.3766, 19.7725
Si, 5.302, 3.835, 15.4863
Si, 3.3101, 2.6392, 10.6187
Si, 4.9449, 11.0032, 12.723
Si, 6.4921, 4.0149, 22.928
Si, 13.1163, 0.7241, 13.0128
Si, 8.6815, 3.2248, 9.4326
Si, 9.606, 14.0166, 17.4238
Si, 12.2414, 2.4597, 18.3702
Si, 8.2274, 4.54, 15.1894
Si, 4.6695, -0.0822, 18.002
Si, 5.0094, 4.825, 20.4179
Si, 7.277, 7.6083, 15.2646
Si, 14.5561, 6.7083, 18.8751
Si, 9.4288, 7.7938, 22.0401
Si, 18.2852, 9.714, 17.4336
Si, 10.7477, 5.4049, 9.2404
Si, 5.5233, 13.0206, 19.9367
Si, 0.3964, -0.5681, 18.4179
Si, 9.5579, 11.2216, 16.1571
Si, 8.6096, 3.1049, 12.5652
O, 6.9876, 13.9142, 12.6328
O, 6.9963, -8.7178, 20.6328
O, 11.715, 0.9778, 18.779
O, 4.7971, 4.1948, 13.8016
O, 2.1042, 2.4125, 16.9561
O, 9.7772, 10.7765, 14.6339
O, 5.5174, 1.1862, 18.5765
O, 3.3842, 10.5071, 12.9492
O, 2.5285, 4.0285, 10.2632
O, 0.3396, 5.3351, 10.7997
O, 5.1033, 3.5577, 19.3911
O, 9.4051, 3.5779, 20.9725
O, 15.7364, 6.3965, 12.3052
O, 1.6951, 9.4169, 18.4507
O, 0.0756, 8.1799, 22.2176
O, 13.3829, 5.5695, 18.8897
O, 16.6627, -1.1505, 17.3701
O, 10.6263, 10.3044, 16.9637
O, 4.5002, 1.5643, 21.1061
O, 2.463, 5.1794, 12.5881
O, 6.258, 4.7225, 21.4539
O, 8.6505, 9.0643, 21.3303
O, 8.0187, 10.9556, 16.6117
O, 3.1931, 7.8609, 19.9243
O, 15.9889, 6.1421, 19.446
O, 4.9378, 12.5236, 13.3346
O, 8.852, 10.1836, 12.3354
O, 8.9692, 4.1544, 13.7762
O, 6.2077, 10.2603, 13.4552
O, 7.7526, 8.263, 13.8436
O, 7.8026, 8.3486, 16.6206
O, 4.2469, 8.7701, 10.2955
O, 4.7084, 3.2566, 11.2723
O, 5.3185, 10.9976, 11.1302
O, 4.4309, 13.4997, 15.8366
O, 3.9194, 10.3086, 19.3298
O, 6.8828, 3.5704, 15.3494
O, 13.0823, 3.0464, 19.6212
O, 0.6441, 11.0905, 12.758
O, -1.5394, 6.3646, 21.1872
O, 5.6352, 7.5532, 15.3326
O, 5.0212, 5.1411, 16.3728
O, 3.7936, 7.2545, 17.3256
O, 0.073, 3.4978, 18.1124
O, 11.7041, 4.9484, 20.9082
O, 7.8127, 6.0904, 15.1692
O, 5.335, 2.9273, 23.2317
O, 12.8668, 9.8556, 21.1399
O, 9.064, 11.729, 20.5443
O, 2.491, 1.8094, 11.8
O, 2.33, 1.3486, 14.549
O, 9.1027, 4.3376, 16.5302
O, 3.6479, 0.2754, 16.7561
O, 9.4504, 12.6922, 12.8282
O, 10.3592, -1.206, 19.528
O, 7.7832, 9.8224, 18.993
O, 14.4476, 15.6956, 21.1425
O, 6.7578, -2.1237, 11.3397
O, 14.3648, 6.3478, 14.7416
O, 2.4227, 6.8855, 10.5982
O, 9.8104, 4.1718, 8.7672
O, 8.8621, 3.5267, 11.0308
O, 9.8471, 1.8678, 16.3514
O, 8.5932, 2.6336, 18.6146
H, 16.4491, 7.0064, 12.5506

Results
free energy: -54393.212 eV
free energy less fixed offsets of H -15.86, O -447.96, Si -113.29 eV per atom: -2.592 eV
gap between the highest filled and lowest empty level on this k mesh: 1.215 eV

The program warned: the cutoff lies below the one the program advises for these potential files; the model core charge is not resolved on the grid; the forces do not sum to zero within the program's tolerance; the exchange-correlation potential is rough where the density is thin.
